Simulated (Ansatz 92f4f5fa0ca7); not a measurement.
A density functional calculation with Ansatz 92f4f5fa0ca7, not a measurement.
Periodic cell of 225 atoms, Si132O91P2, from a study of silicon, its oxide and their interface. The atomic structure is a simulated model.
Doubt: the cutoff is far below the 930 eV that the study's wrapper takes by default for these files, so forces and energies are approximate.

Settings: functional PBE; potential files Ansatz PAW; basis plane waves; wave-function cutoff 580 eV; density cutoff ratio 5; exchange-correlation grid ratio 1; k mesh 1 x 1 x 1, Gamma-centred; self-consistency stop 5e-08 eV per atom in the density residual; occupations fixed; spin none; net charge 0.

Cell vectors (angstrom)
a 10.938 0 0
b 0 10.938 0
c 0 0 31.9494

Atoms: element, x, y, z (angstrom)
Si 10.6242 0.0065 24.4184
Si 5.0778 0.1352 24.6629
Si 2.8272 2.3032 24.5369
Si 8.5682 2.4406 24.5725
Si 10.7123 5.5987 24.3345
Si 5.1576 5.6222 24.453
Si 2.9882 7.9613 24.4106
Si 8.4231 7.841 24.4254
Si 1.2922 1.1376 25.836
Si 6.813 1.3345 25.7496
Si 3.9886 4.0187 25.7386
Si 9.6885 4.0325 25.8497
Si 1.3391 6.8007 25.6755
Si 6.8056 6.7293 25.75
Si 4.0007 9.4787 25.9544
Si 9.486 9.4492 25.8083
Si 2.636 -0.1239 27.2945
Si 8.1457 -0.0575 27.1509
Si 0.0829 2.6681 27.2078
Si 5.457 2.7351 27.1181
Si 2.6719 5.4274 27.1141
Si 8.1965 5.3806 27.1367
Si 0.0186 8.1644 27.1342
Si 5.5143 8.153 27.1787
Si 4.0912 1.3464 28.4956
Si 9.5431 1.3336 28.4991
Si 1.3962 4.0775 28.5728
Si 6.8139 4.072 28.5315
Si 4.0839 6.7851 28.482
Si 9.5626 6.7941 28.4762
Si 1.2862 9.4831 28.643
Si 6.8273 9.5427 28.5722
Si -0.0359 -0.0013 29.9158
Si 5.4572 0 29.8957
Si 2.7633 2.7226 29.9058
Si 8.1951 2.7212 29.8864
Si -0.0102 5.4588 29.8895
Si 5.4583 5.4602 29.8885
Si 2.7465 8.1668 29.9051
Si 8.2233 8.1828 29.8905
Si 1.3673 1.3673 31.2657
Si 6.8362 1.3673 31.2657
Si 4.1018 4.1018 31.2657
Si 9.5708 4.1018 31.2657
Si 1.3673 6.8362 31.2657
Si 6.8362 6.8362 31.2657
Si 4.1018 9.5708 31.2657
Si 9.5708 9.5708 31.2657
Si 2.7345 0 0.6835
Si 8.2035 0 0.6835
Si 0 2.7345 0.6835
Si 5.469 2.7345 0.6835
Si 2.7345 5.469 0.6835
Si 8.2035 5.469 0.6835
Si 0 8.2035 0.6835
Si 5.469 8.2035 0.6835
Si 4.0776 1.3913 2.0677
Si 9.5673 1.3727 2.0309
Si 1.3479 4.1402 2.0566
Si 6.8141 4.1446 2.0483
Si 4.0876 6.8432 2.0327
Si 9.5609 6.8468 2.0607
Si 1.3488 9.6148 2.0474
Si 6.8001 9.6325 2.0404
Si -0.0099 0.0529 3.4453
Si 5.4381 0.0433 3.4642
Si 2.7003 2.785 3.4186
Si 8.2236 2.7822 3.3307
Si 0.006 5.515 3.4735
Si 5.44 5.5251 3.435
Si 2.723 8.2353 3.3602
Si 8.1845 8.2797 3.3495
Si 1.3209 1.4674 4.824
Si 6.8469 1.4936 4.7231
Si 4.0325 4.183 4.7926
Si 9.5604 4.0928 4.7649
Si 1.3672 6.969 4.7998
Si 6.7923 6.9897 4.7297
Si 4.0475 9.5525 4.7869
Si 9.523 9.6149 4.7578
Si 2.6161 -0.0262 6.1176
Si 8.2193 0.1264 6.0584
Si -0.009 2.8299 6.2792
Si 5.4616 2.8329 6.1057
Si 2.7257 5.6451 6.1945
Si 8.2215 5.6101 5.9488
Si -0.0059 8.3823 6.1841
Si 5.4584 8.3153 6.243
Si 4.3244 1.1451 7.3091
Si 9.7265 1.1916 7.5359
Si 1.158 4.5122 7.5063
Si 6.613 4.5679 7.2722
Si 4.2937 6.7632 7.6224
Si 9.7443 6.6731 7.4279
P 1.1018 9.8725 7.5865
Si 6.6845 9.9719 7.4213
O 9.5829 1.2456 23.9823
O 4.1067 6.8135 23.946
O 4.0156 1.2508 24.0272
O 9.5422 6.7137 23.8985
O -0.0268 5.5973 7.9697
O 5.4986 0.1055 7.8837
O -0.0421 0.1063 8.0746
O 5.5063 5.6483 7.8728
O 7.5751 4.0797 8.5019
O 8.7786 7.127 8.7048
O 8.8163 1.7224 8.842
O 7.5598 9.4951 8.7468
O 3.5374 1.8059 8.5884
O 3.6929 7.2181 9.1459
O 2.0196 4.0015 8.8332
O 8.137 3.4971 23.3727
O 0.4539 4.949 22.9486
O 1.9159 2.7672 23.2482
O 5.8266 4.9167 23.1164
O 5.5331 10.0074 23.498
O 2.4475 8.7018 23.0285
O 0.1879 10.0756 23.0817
O 7.7984 8.5859 23.0825
Si 8.6796 7.6889 18.4568
Si 8.8668 6.3418 13.6219
Si 3.8346 1.5187 14.7472
Si 2.1718 5.7451 17.6332
Si 2.4255 3.144 19.4946
Si 9.9085 9.0168 12.0609
Si 1.3352 9.4272 22.0812
Si 9.2442 0.9586 13.2241
Si 1.4521 5.0126 13.0378
Si 1.8771 8.1929 12.8582
Si 6.6645 9.5633 22.4331
Si 4.5644 4.5716 15.7384
Si 8.1961 3.0519 9.5751
Si 0.8601 8.2444 19.2682
Si 6.9616 1.3555 21.1001
Si 8.2708 8.3482 9.6677
Si 10.9378 5.1855 15.609
Si 7.6014 9.5066 16.3576
Si 9.9406 2.0668 20.313
P 3.3281 8.5902 10.0446
Si 6.7279 3.3304 17.4362
Si 1.1725 0.2139 19.8076
Si 3.2507 2.785 12.3084
Si 7.2351 5.3884 19.698
Si 5.9094 8.6008 11.6502
Si 5.8674 6.0089 13.2488
Si 4.6539 9.7012 17.6496
Si 1.0282 3.6104 22.179
Si 4.9095 1.4812 18.8149
Si 3.1612 3.066 9.5261
Si 6.5189 10.8202 13.8186
Si 10.3791 0.1293 16.0189
Si 5.66 3.6345 11.1524
Si 9.8944 3.8734 11.8901
Si 2.3626 9.9077 15.5878
Si 6.0959 8.115 19.8165
Si 6.9376 3.9796 22.3843
Si 9.7865 2.7888 17.3937
O 7.2882 6.3015 14.0055
O 1.9018 7.0579 18.6775
O 10.3146 4.0481 16.5508
O 6.1875 9.9564 17.0801
O 10.1922 0.7303 14.5202
O 8.4616 6.1066 18.8659
O 5.2214 0.6819 14.4325
O 5.7488 2.0387 17.5414
O 8.3533 1.9508 20.55
O 2.0046 4.2978 18.4037
O 6.9666 2.7894 10.6344
O 4.8833 2.6683 12.2108
O 6.0668 4.3733 16.3727
O 4.5485 3.8858 9.9399
O 10.696 2.7746 21.5759
O 9.7959 6.1579 14.9601
O 6.0229 6.4794 19.8462
O 4.0943 0.1681 18.2946
O 9.3797 10.5367 12.3287
O 2.8924 4.329 12.7335
O 1.9179 10.7088 21.2144
O 4.0047 2.7253 19.3832
O 0.7532 10.049 16.0056
O 1.2831 9.8057 18.8431
O 1.7246 1.6649 19.2755
O 8.968 10.4053 16.5477
O 4.891 8.5783 18.8143
O 9.6151 8.8063 10.4675
O 6.7684 4.0712 18.8826
O 2.8714 1.6924 13.4265
O 5.8456 8.7682 21.277
O 2.5321 2.4298 10.8952
O 7.6325 4.8572 21.1896
O 5.3549 7.4555 12.6735
O 0.5532 8.9993 12.3815
O 7.6492 1.0527 13.5898
O 7.1613 9.6403 14.7847
O 9.0499 5.0233 12.6745
O 8.122 8.0371 16.9287
O 6.221 2.5806 21.9047
O 2.4518 9.0286 14.1712
O 0.4809 4.454 11.8489
O 0.8297 8.3164 20.9389
O 9.4173 3.797 10.3426
O 9.7154 2.3683 12.5337
O 7.6414 8.5532 19.4088
O 2.8231 8.0394 11.5253
O 4.0107 3.0322 15.4034
O 0.8511 4.4303 14.4401
O 10.0731 3.0223 18.9847
O 9.23 7.7911 12.9351
O 10.5209 0.5467 20.0821
O 6.0513 5.0057 11.951
O 8.188 2.7361 17.0381
O 3.5793 5.4645 16.7508
O 4.8103 9.0284 10.504
O 1.5396 6.6304 13.2202
O 4.8184 5.4434 14.3708
O 2.0487 3.8588 20.9198
O 10.5886 1.4217 16.9946
O 1.0068 6.0615 16.5332
O 7.3552 10.9567 21.9397
O 5.934 0.9074 19.9368
O 6.1925 10.0037 12.4387
O 2.8956 0.5192 15.6173
O 7.1775 7.957 10.8293
O 10.265 8.0045 18.6977
O 3.4619 9.1797 16.6166

Results
free energy: -137176.386 eV
free energy less fixed offsets of O -568.88, P -755.39, Si -635.61 eV per atom: 2.994 eV

Forces (eV/angstrom), in the order of the atoms: element, x, y, z
Si 0.0134 0.0215 -0.0236
Si -0.0085 0.0109 0.0019
Si -0.0005 -0.0132 -0.0283
Si 0.0107 -0.0085 -0.0051
Si -0.0337 -0.0194 0.0113
Si -0.0152 0.0146 -0.0292
Si 0.0126 -0.0005 0.0177
Si 0.0014 -0.0341 -0.0161
Si 0.021 -0.001 0.0489
Si 0.0283 -0.0024 -0.0182
Si 0.0055 0.0188 -0.0046
Si 0.0261 0.0073 0.0183
Si 0.0308 0.0154 -0.022
Si 0.012 0.0115 0.0329
Si 0.0033 -0.009 0.0318
Si 0.0117 0.0081 -0.0051
Si -0.0441 -0.0207 0.0264
Si -0.0711 -0.0416 0.0066
Si 0.0194 0.0104 0.0158
Si 0.0217 0.0103 -0.014
Si -0.0368 -0.0524 -0.0217
Si -0.0285 -0.0228 -0.0235
Si -0.029 -0.0138 -0.0136
Si 0.0088 0.0091 0.0041
Si -0.071 -0.078 0.0534
Si 0.0246 0.0491 0.0425
Si -0.107 -0.0027 -0.0744
Si -0.0007 0.004 -0.0171
Si 0.0235 0.0817 0.0681
Si -0.0407 0.0081 0.0887
Si 0.1119 0.0861 -0.2101
Si -0.0159 0 -0.0753
Si -0.0222 0.0932 0.0425
Si 0.0109 0.0381 0.0164
Si 0.0275 -0.0802 0.0182
Si 0.0501 -0.0129 0.0197
Si 0.0471 0.0326 0.0077
Si 0.0133 0.0123 0.0133
Si 0.0689 -0.0576 0.0448
Si 0.0399 -0.0508 -0.0032
Si 0.0706 0.0152 -0.0962
Si 0.029 -0.0409 -0.0452
Si 0.0897 -0.0753 0.082
Si -0.0976 -0.1361 -0.1047
Si 0.01 -0.1899 0.0142
Si 0.0592 -0.012 -0.1404
Si -0.0449 -0.0987 -0.0527
Si -0.191 -0.1721 0.1523
Si -0.0314 0.1233 -0.0079
Si -0.1341 0.0874 -0.156
Si 0.0247 0.1632 -0.0046
Si -0.0417 0.1056 0.1319
Si -0.1156 -0.0462 -0.108
Si -0.0468 0.0954 -0.0276
Si -0.0077 0.1135 0.0992
Si 0.0073 0.165 -0.0117
Si 0.0177 0.0179 0.0002
Si 0.0802 -0.0557 -0.0453
Si -0.037 0.0272 0.0041
Si -0.0806 0.0313 -0.0491
Si -0.0155 0.0516 -0.0335
Si 0.0253 -0.0008 -0.0096
Si -0.0845 -0.0079 0.0119
Si -0.1036 -0.0541 -0.0167
Si -0.0067 -0.0063 -0.0463
Si -0.0147 0.0021 -0.0598
Si -0.02 0.0152 0.0415
Si -0.0597 -0.0225 0.153
Si -0.0155 -0.0053 -0.1127
Si 0.0765 -0.051 -0.0124
Si 0.0507 -0.0322 0.0427
Si -0.0728 -0.0053 0.0614
Si 0.1786 -0.0438 -0.0061
Si 0.0256 0.0591 -0.0072
Si -0.0557 0.0028 0.0663
Si 0.0377 0.0234 0.0422
Si -0.0399 0.1235 0.0635
Si 0.0407 0.097 0.0274
Si -0.0841 0.1214 0.0753
Si 0.0166 -0.0706 -0.1393
Si -0.0272 0.1696 -0.1016
Si 0.0139 0.0671 -0.0072
Si -0.1235 -0.0224 0.0049
Si 0.0247 0.0564 -0.0675
Si 0.1062 -0.072 -0.1189
Si -0.007 -0.0278 -0.0152
Si -0.1752 -0.0434 0.0616
Si 0.0541 -0.0589 -0.0587
Si -0.0704 -0.1747 0.1163
Si -0.0294 0.0951 -0.0591
Si -0.0357 0.0892 0.0764
Si -0.0131 -0.0236 -0.018
Si 0.0839 -0.1021 0.3022
Si 0.071 0.022 0.087
P -0.1651 0.1902 0.3665
Si -0.033 -0.0575 0.0791
O -0.0133 -0.0048 0.0125
O 0.0067 -0.0246 0.0093
O 0.0043 0.0057 0.02
O 0.0085 0.0022 0.006
O -0.0458 0.0032 -0.0233
O -0.0711 0.1098 0.0327
O 0.1094 -0.2318 -0.3695
O -0.0055 -0.0295 0.0022
O 0.0119 -0.0461 -0.0517
O -0.0593 0.0172 0.0115
O 0.0837 -0.076 -0.0967
O -0.0081 -0.0015 -0.0302
O 0.0238 -0.0281 -0.0397
O 0.0998 -0.2156 -0.284
O 0.0498 -0.0103 -0.0299
O 0.0058 0.0004 0.0102
O 0.0067 0.0029 0.0082
O 0.0061 -0.014 0.0221
O 0.0031 -0.0025 0.013
O -0.0273 0.0076 0.0456
O -0.001 0.0018 0.0054
O 0.0042 -0.012 0.0156
O 0.0008 0.0058 0.0115
Si 0.0038 -0.0016 -0.0266
Si 0.0151 0.0045 0.0039
Si -0.0025 -0.0148 0.0069
Si -0.0055 0.0016 -0.0223
Si 0.0019 -0.0039 -0.0171
Si -0.0293 -0.0298 0.0182
Si -0.0001 -0.0105 -0.0002
Si -0.0019 -0.0104 -0.0102
Si -0.0105 -0.0443 0.0243
Si -0.091 0.0702 -0.0773
Si 0.0071 -0.0118 -0.0177
Si 0.0097 -0.0131 -0.0001
Si 0.0237 0.0266 0.0262
Si 0.0042 -0.01 -0.0067
Si -0.0029 0.0056 -0.0105
Si -0.0124 -0.0476 -0.0344
Si -0.0214 0.005 -0.0224
Si 0.014 -0.0008 -0.0221
Si 0.0032 0.0005 -0.0175
P -0.3074 0.4478 -0.0289
Si 0.0091 0.0009 -0.0237
Si 0.0069 -0.0041 -0.0113
Si 0.0187 -0.0059 0.0075
Si 0.0062 -0.0093 -0.0143
Si -0.0557 -0.0144 -0.0364
Si 0.0537 -0.0132 0.0131
Si 0.0055 -0.0086 -0.0126
Si 0.0022 -0.0018 -0.005
Si 0.0018 -0.0026 -0.0114
Si 0.0075 0.0733 0.0222
Si 0.0506 0.0423 0.0412
Si 0.0055 0.0023 -0.0197
Si 0.0015 -0.0236 -0.0255
Si -0.0142 -0.0015 0.0339
Si -0.0111 0.0032 -0.0073
Si -0.0012 0.0015 -0.015
Si -0.0003 -0.0061 -0.0008
Si -0.0015 -0.002 -0.0219
O -0.0153 -0.0103 -0.0028
O 0.0028 0.0027 0.0169
O -0.0005 -0.0026 0.0154
O -0.0066 0.0017 0.016
O 0.0054 -0.0028 0.0192
O -0.0003 -0.0035 0.0153
O 0.0107 -0.0141 -0.0024
O -0.0008 -0.0094 0.0154
O 0.0026 -0.009 0.0146
O 0.0097 -0.0152 0.0181
O -0.0025 0.0017 0.0136
O 0.0076 0.0024 0.0094
O 0.0052 -0.0054 0.0171
O -0.0115 0.0196 -0.0093
O 0.0017 -0.003 0.0127
O 0.0191 -0.0086 0.0208
O 0.0024 -0.0027 0.0104
O 0.006 0.0028 0.0112
O -0.0074 -0.0261 -0.0013
O -0.0013 0.0086 0.0005
O 0.0005 -0.0015 0.0122
O 0.0026 -0.0032 0.0113
O 0.0054 -0.0113 0.0047
O 0.0041 -0.0014 0.0085
O 0.0023 -0.0047 0.0091
O 0.0009 -0.0061 0.0089
O 0.014 -0.0097 0.0169
O 0.0682 0.0322 -0.0001
O 0.0057 0.0076 0.0204
O 0.0005 -0.0052 0.0019
O 0.0057 0.0025 0.0131
O -0.0095 -0.0033 0.0188
O 0.0041 -0.002 0.011
O -0.0309 -0.0022 0.004
O 0.0567 -0.0225 0.003
O -0.0145 -0.0128 0.0123
O 0.0053 0.0001 0.0001
O 0.0108 -0.0071 0.001
O 0.0051 -0.0064 0.0326
O 0.0055 -0.0036 0.0032
O 0.0469 -0.0028 0.0017
O 0.0301 0.0133 0.0118
O 0.0035 0.0021 0.0107
O -0.0114 -0.0355 -0.0278
O 0.0176 0.0182 0.0028
O 0.0015 -0.002 0.0148
O 0.2309 -0.1785 -0.0584
O 0.0068 -0.0007 -0.0025
O 0.0163 -0.0049 -0.0044
O 0.0058 -0.0085 0.0241
O 0.0067 0.023 -0.0063
O 0.0012 -0.0058 0.0092
O -0.0119 0.0174 0.0087
O 0.0016 -0.0024 0.0178
O -0.0023 0.0009 0.009
O 0.2971 -0.0039 -0.0049
O -0.0132 -0.022 0.0394
O -0.0145 0.0152 -0.0006
O -0.0002 -0.0012 0.0151
O 0.0077 0.004 0.0174
O 0.0187 0.0011 0.0219
O 0.005 -0.005 0.0129
O 0.0066 -0.004 0.0141
O 0.0146 0.0323 0.012
O 0.0055 0.0004 0.0088
O 0.0199 -0.0091 0.004
O 0.009 -0.0035 0.0134
O 0.0236 -0.0031 0.0095

The program warned: the cutoff lies below the one the program advises for these potential files; the exchange-correlation potential is rough where the density is thin.
